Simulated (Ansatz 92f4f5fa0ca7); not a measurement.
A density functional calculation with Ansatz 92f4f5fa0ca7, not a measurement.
Periodic cell of 247 atoms, Si165O82, from a study of silicon, its oxide and their interface. The atomic structure is a simulated model.
Doubt: the cutoff is far below the 930 eV that the study's wrapper takes by default for these files, so forces and energies are approximate.
This geometry differs little from another in the collection (a relaxation step or a small displacement).

Settings: functional PBE; potential files Ansatz PAW; basis plane waves; wave-function cutoff 580 eV; density cutoff ratio 5; exchange-correlation grid ratio 1; k mesh 1 x 1 x 1, Gamma-centred; self-consistency stop 5e-08 eV per atom in the density residual; occupations fixed; spin none; net charge 0.

Cell vectors (angstrom)
a  10.938  0  0
b  0  10.938  0
c  0  0  36.9406

Atoms and the computed forces on them: element, x, y, z (angstrom), force x, y, z (eV/angstrom)
Si  0  0  0.683  0.0072  -0.0309  -0.0265
Si  5.469  0  0.683  0.0276  -0.0079  -0.0035
Si  2.7345  2.7345  0.683  0.0102  -0.0126  0.006
Si  8.2035  2.7345  0.683  0.019  -0.0179  -0.0253
Si  0  5.469  0.683  0.0036  -0.0189  0.0019
Si  5.469  5.469  0.683  -0.0449  0.0123  -0.0058
Si  2.7345  8.2035  0.683  0.0673  -0.127  -0.0247
Si  8.2035  8.2035  0.683  0.0016  -0.0123  0.0111
Si  1.3673  1.3673  2.0503  -0.0844  -0.0134  0.0872
Si  6.8362  1.3673  2.0503  -0.0667  0.0287  -0.1933
Si  4.1018  4.1018  2.0503  -0.0222  0.084  -0.0816
Si  9.5708  4.1018  2.0503  0.0881  -0.1741  -0.1546
Si  1.3673  6.8362  2.0503  0.2349  -0.0659  -0.2487
Si  6.8362  6.8362  2.0503  0.104  -0.0776  0.1143
Si  4.1018  9.5708  2.0503  0.0099  -0.0614  0.0462
Si  9.5708  9.5708  2.0503  0.1046  0.0172  -0.067
Si  2.7345  0  34.8891  -0.0927  0.0032  -0.1139
Si  8.2035  0  34.8891  -0.0483  -0.0358  0.0818
Si  0  2.7345  34.8891  0.0226  -0.0035  0.0776
Si  5.469  2.7345  34.8891  -0.0716  0.08  -0.0936
Si  2.7345  5.469  34.8891  -0.0489  -0.0683  0.1249
Si  8.2035  5.469  34.8891  -0.1152  0.0269  -0.1091
Si  0  8.2035  34.8891  -0.043  0.0381  -0.0802
Si  5.469  8.2035  34.8891  -0.0064  0.0291  0.0722
Si  4.1018  1.3673  36.2564  -0.033  0.0264  -0.0109
Si  9.5708  1.3673  36.2564  -0.0189  -0.0145  -0.0066
Si  1.3673  4.1018  36.2564  -0.0072  0.0227  0.0201
Si  6.8362  4.1018  36.2564  -0.0031  0.0414  0.0119
Si  4.1018  6.8362  36.2564  0.0182  0.0594  -0.0276
Si  9.5708  6.8362  36.2564  0.0123  0.0171  -0.0098
Si  1.3673  9.5708  36.2564  0.0043  0.0468  0.0125
Si  6.8362  9.5708  36.2564  -0.0277  -0.0186  0.0085
Si  0.1774  -0.2541  26.7724  0.0414  -0.0389  0.155
Si  4.8235  0.5825  26.709  -0.0216  0.0757  -0.0024
Si  3.0995  2.3066  26.9345  0.0344  -0.0094  -0.0813
Si  7.8361  3.1213  26.5536  -0.0422  0.1285  0.0613
Si  -0.5879  5.9158  26.8871  -0.0324  0.0415  -0.0252
Si  5.6075  5.3908  26.7952  0.1024  -0.0656  0.064
Si  2.3838  8.43  26.7684  -0.0427  0.0392  0.1384
Si  8.6649  7.6915  26.8634  0.0455  -0.063  0.0263
Si  1.3241  1.3314  28.116  0.0076  -0.007  -0.0255
Si  6.717  1.4487  27.8812  -0.0492  -0.0068  -0.0372
Si  4.0612  4.1277  28.0824  -0.0182  -0.0068  -0.0133
Si  9.4193  4.126  28.0546  -0.0308  0.0083  -0.0033
Si  1.2272  6.8627  28.0919  -0.0157  0.008  -0.0159
Si  6.8564  6.8539  28.1242  -0.0344  -0.0069  -0.037
Si  4.0199  9.6585  27.9714  -0.043  -0.0487  -0.0251
Si  9.5493  9.5072  28.0913  0.0357  0.0223  -0.0656
Si  2.6809  -0.0311  29.4939  0.0005  0.0303  -0.076
Si  8.0985  0.0306  29.2697  0.0372  -0.0012  0.0688
Si  -0.0772  2.7616  29.3653  0.0181  -0.0154  0.0237
Si  5.4709  2.778  29.4396  0.0084  0.0098  -0.0726
Si  2.6492  5.4864  29.3905  0.0074  -0.0102  0.02
Si  8.1286  5.456  29.5357  0.0313  -0.0298  -0.0708
Si  -0.0411  8.2262  29.5469  0.0197  -0.0084  -0.0894
Si  5.4301  8.2908  29.3354  0.0202  -0.0156  0.0463
Si  4.0807  1.383  30.772  0.0319  -0.0189  0.0518
Si  9.4979  1.3634  30.7086  -0.0042  0.0004  -0.03
Si  1.3053  4.1077  30.7741  0.0089  -0.002  -0.0247
Si  6.7852  4.0969  30.8689  0.0078  -0.0104  0.0467
Si  4.0654  6.8728  30.7182  -0.0098  -0.0089  -0.0133
Si  9.5289  6.8308  30.8443  -0.0029  -0.0019  0.0571
Si  1.3462  9.5669  30.8743  -0.0175  -0.0031  0.0545
Si  6.7955  9.6189  30.7462  -0.0114  0.0053  -0.0182
Si  -0.0555  0.0253  32.1412  -0.0205  0.0289  0.0238
Si  5.4421  0.0222  32.1485  0.0234  -0.0151  -0.005
Si  2.7037  2.7422  32.1321  -0.0258  0.0279  0.0058
Si  8.1858  2.7186  32.1606  0.0207  -0.0199  0.0255
Si  -0.0252  5.4691  32.1771  0.016  -0.0146  0.0169
Si  5.4135  5.5037  32.1492  -0.0228  0.0233  0.0253
Si  2.7332  8.1947  32.1739  0.0288  -0.0174  0.0309
Si  8.1574  8.231  32.1439  -0.024  0.0245  0.0033
Si  1.3478  1.3696  33.5095  0.012  -0.0194  0.0059
Si  6.8274  1.3547  33.5277  -0.0188  0.0199  -0.0024
Si  4.0756  4.1041  33.5126  0.0157  -0.018  0.0048
Si  9.5622  4.0845  33.5276  -0.0175  0.0115  0.003
Si  1.3655  6.8239  33.5301  -0.0155  0.0112  0.0037
Si  6.816  6.8451  33.5153  0.0134  -0.0213  0.0052
Si  4.1055  9.5697  33.5236  -0.0132  0.0206  0.0004
Si  9.549  9.5712  33.5165  0.0211  -0.0165  0.0036
Si  2.7181  -0.0197  3.4187  -0.0281  -0.0082  -0.0148
Si  8.227  0.0322  3.3928  0.0349  0.0285  0.0064
Si  0.0024  2.7424  3.4349  0.006  -0.0198  0.0046
Si  5.4622  2.7316  3.3973  0.0087  -0.0048  -0.0069
Si  2.7288  5.4602  3.4217  0.0093  0.0065  0.0244
Si  8.2165  5.4314  3.4102  -0.0555  0.0038  -0.0077
Si  0.0326  8.1971  3.3849  -0.0115  0.0357  -0.005
Si  5.4959  8.2187  3.4256  0.0034  0.0075  0.0138
Si  4.0847  1.3701  4.7423  0.0245  -0.008  0.0105
Si  9.5622  1.3809  4.8125  -0.0279  0.0379  -0.0052
Si  1.3872  4.0759  4.8228  0.0048  0.0061  -0.0426
Si  6.8702  4.025  4.7803  0.028  -0.0467  0.0099
Si  4.1293  6.8133  4.7646  0.0157  -0.015  -0.0014
Si  9.6997  6.7348  4.6998  0.084  -0.0906  -0.0212
Si  1.3531  9.5441  4.8036  -0.0181  0.026  0.0209
Si  6.928  9.5898  4.7551  -0.005  -0.0359  -0.0366
Si  -0.0639  -0.0307  6.1588  -0.0066  -0.0038  -0.0371
Si  5.5311  0.0696  6.0544  0.0597  0.037  -0.0104
Si  2.7032  2.658  6.1762  -0.0881  -0.0328  0.0131
Si  8.1927  2.6911  6.2705  0.0339  -0.0348  -0.0227
Si  0.0394  5.4148  6.233  0.0143  -0.0323  0.0156
Si  5.5041  5.3887  6.0804  -0.0853  0.0284  -0.0167
Si  2.7494  8.1631  6.1347  0.0631  -0.006  -0.0128
Si  8.4033  8.1512  5.9467  -0.0899  0.2048  0.1037
Si  1.2663  1.305  7.5547  0.0868  -0.0143  -0.0197
Si  6.8143  1.2845  7.6712  -0.0482  0.1016  -0.0545
Si  4.1604  3.9921  7.4609  0.0793  -0.0233  0.0318
Si  9.527  4.1164  7.6416  -0.0214  -0.0187  0.0224
Si  1.479  6.7696  7.58  -0.0339  0.0402  -0.0142
Si  6.986  6.8444  7.1941  -0.0818  -0.1151  0.1144
Si  4.1814  9.6235  7.314  -0.041  -0.0169  0.0003
Si  9.6017  9.4536  7.5243  0.0788  -0.0903  0.0014
Si  3.6044  1.7844  10.1839  0.0488  0.1073  -0.0493
Si  7.6286  -0.7383  8.6973  -0.052  -0.0159  -0.0682
Si  -0.1486  2.6288  9.0081  0.0483  0.0948  0.0997
Si  5.5089  2.7867  9.0485  -0.1011  -0.0832  0.0395
Si  3.0468  5.5152  8.8431  -0.0053  0.0767  -0.0812
Si  8.2475  5.7387  8.8631  0.089  0.0628  -0.0073
Si  0.3118  8.2625  8.9776  -0.1274  -0.0523  0.0706
Si  5.864  8.4529  8.4237  0.025  0.0621  -0.0324
Si  2.8709  0.0217  8.7238  -0.0181  0.057  0.0701
Si  10.0481  1.0634  11.5747  0.003  -0.0479  0.0266
Si  2.3245  3.8505  10.4147  -0.1218  -0.2675  0.1138
Si  6.398  4.8118  10.0062  0.0489  -0.0452  -0.0231
Si  4.905  6.68  9.7309  0.13  -0.0966  -0.2755
Si  9.4798  7.3878  10.2107  -0.0186  0.0006  0.0516
Si  2.1146  9.3215  10.2569  0.0393  0.0791  0.0156
Si  8.3587  9.4609  10.7582  0.0307  -0.1297  0.2162
O  -3.9664  8.4954  14.2685  -0.0258  0.0044  -0.043
O  4.7408  8.4003  12.5438  -0.021  -0.0759  -0.0952
O  9.8133  6.6981  11.6909  -0.0067  0.047  -0.0236
O  2.2415  10.2546  13.437  -0.0382  -0.0299  0.0358
O  2.3371  4.1479  12.0539  0.0011  0.0671  -0.0434
O  -1.6287  -0.4031  11.6029  -0.0254  0.0158  -0.063
O  13.9594  5.3761  14.3811  0.0007  0.0055  0.0004
O  7.1414  -2.0143  11.7253  0.0834  0.0349  -0.058
O  6.6584  15.1829  26.2461  -0.0019  0.0052  -0.0231
O  8.4094  2.8422  25.0247  -0.0272  -0.0171  0.0184
O  2.8802  7.7112  25.3814  0.0131  -0.0112  -0.0186
O  2.5257  2.8039  25.4459  0.002  -0.0201  0.0679
O  10.429  11.3099  25.4147  -0.0212  -0.0055  -0.0443
O  -0.2852  5.3247  25.3437  0.0054  -0.0102  0.0164
O  1.3026  9.5765  26.2716  -0.0137  0.0198  -0.053
O  5.0957  6.252  25.4891  -0.0203  0.0246  -0.0046
Si  10.4971  -4.0024  13.1468  -0.0266  0.0115  -0.0439
Si  -1.282  8.7977  17.6614  -0.0175  -0.0096  0.0111
Si  3.7293  7.7479  11.3687  -0.2862  0.1381  0.4418
Si  -3.0219  6.3497  22.4706  -0.001  0.0214  -0.0298
Si  -2.2809  8.134  24.5589  0.0094  -0.0174  -0.0047
Si  2.7714  2.2523  23.9366  -0.0086  -0.0197  -0.0109
Si  6.0834  5.742  16.3987  0.0038  0.0133  0.0158
Si  6.8399  3.8716  21.245  -0.014  0.021  -0.0247
Si  -6.7406  1.9884  16.8132  -0.0007  -0.0031  0.021
Si  2.145  5.4668  12.9943  -0.0372  -0.0594  -0.003
Si  2.0502  0.0065  11.9551  0.0939  -0.048  0.0133
Si  14.1228  6.608  15.4661  0.0033  0.0191  0.0284
Si  1.5573  -0.2237  22.5983  0.0016  0.0055  -0.0192
Si  8.0044  7.4613  19.6981  0.0016  -0.01  0.0332
Si  2.1938  4.9515  22.7436  -0.03  0.0133  -0.0409
Si  8.1309  7.7767  15.1867  0.0127  0.0072  0.026
Si  7.7923  4.7624  18.5106  0.01  0.0044  0.0284
Si  5.2188  0.6708  24.3473  -0.0072  -0.0006  0.0189
Si  9.9336  3.9513  16.4485  0.0071  -0.0163  0.0243
Si  6.6459  4.8309  12.3032  0.0104  -0.0107  0.0591
Si  3.6517  10.2241  18.0516  -0.0023  0.0061  0.0381
Si  -2.2909  3.0617  13.6975  0.0064  -0.0064  0.0191
Si  3.9057  6.7883  24.5234  0.0163  -0.0189  -0.0208
Si  2.2429  1.1196  19.9242  0  -0.0017  0.0185
Si  0.7724  6.3258  17.5466  0.0086  -0.0029  0.0386
Si  12.5547  -2.0185  14.1364  0.0114  0.0302  0.0075
Si  4.9314  -2.721  19.7187  -0.0041  0.005  0.0186
Si  7.9567  12.9777  23.6636  -0.0076  0.015  -0.0234
Si  2.8268  5.8201  19.7296  -0.0052  0.0017  0.0155
Si  -6.6116  3.274  19.5024  -0.0015  -0.0107  0.0351
Si  5.9241  14.1159  14.5292  0.0199  0.0162  0.0302
Si  10.4089  5.9364  23.85  0.0284  0.0096  -0.0068
Si  6.326  8.0494  12.8242  0.0329  0.0609  0.0049
Si  4.2011  9.1284  22.5765  -0.0069  0.0322  -0.0276
Si  -1.0693  -0.1248  23.9539  0.0173  -0.0203  -0.0413
Si  0.9611  -0.8116  16.7354  0.0067  -0.0101  0.0163
Si  1.2845  1.9421  17.1827  0.0046  0.0061  0.0207
O  3.3663  1.0027  11.6764  -0.0489  -0.0294  -0.0487
O  4.1591  11.2997  16.9373  0.0027  0.0078  -0.0177
O  9.4182  2.0113  12.7339  -0.0041  0.026  0.0012
O  8.5573  6.1521  18.8897  -0.0028  0.0029  -0.0139
O  3.1725  5.4749  23.9263  0.0059  0.0027  0.0141
O  2.1704  3.3275  22.879  0.0019  -0.0015  0.0258
O  1.415  0.6077  21.2072  0.0075  0.0063  0.0001
O  -1.0601  12.6289  10.0536  -0.0262  -0.0005  -0.0286
O  0.5686  5.6703  13.4302  0.006  0.0177  -0.0139
O  10.1247  7.5419  24.0409  -0.0166  0.0079  0.0288
O  6.2075  4.4827  15.4197  0.0002  0.0102  0.005
O  7.7472  3.876  19.8811  -0.0055  -0.0018  -0.0015
O  2.6961  5.3965  21.2833  -0.0044  0.0048  0.0299
O  10.7983  7.6402  17.7542  -0.0036  0.0002  -0.0072
O  3.3252  -0.0118  19.4847  -0.0022  0.0072  -0.002
O  2.274  -1.4062  17.5139  0.0069  0.007  -0.0124
O  2.0257  0.8137  23.7658  0.0098  0.0126  0.0242
O  2.7046  2.6921  16.876  0.0048  0.0043  -0.0247
O  1.3436  5.8784  19.0237  0.0008  -0.0054  -0.0081
O  5.3725  3.4034  20.7427  0.006  -0.0005  -0.0007
O  -6.2576  6.5409  16.1341  -0.0048  -0.0031  -0.0248
O  8.4479  7.3253  21.2614  -0.0006  0.0034  0.002
O  1.2518  0.6777  16.1679  -0.007  0.0087  -0.0096
O  9.2457  1.1656  23.1814  0  0.0075  0.0234
O  -2.262  9.7186  24.1844  0.0077  0.0098  0.0254
O  -3.6184  2.3291  14.345  -0.01  0.0107  -0.0149
O  -0.3912  -0.7745  17.6544  0.0017  -0.0016  -0.0126
O  4.3712  1.9509  23.7231  0.0004  -0.0051  0.0317
O  8.14  4.3329  12.7941  -0.0033  -0.0107  -0.0034
O  5.542  3.8077  13.0437  0.0062  0.0074  -0.0164
O  0.7335  3.6111  10.0062  0.0815  0.0417  -0.0847
O  7.3853  6.6522  16.0845  -0.0119  -0.0138  -0.0193
O  4.9127  -0.6835  23.5002  -0.0058  -0.0054  0.0143
O  -0.179  5.3202  16.6967  0.0015  -0.0066  -0.0193
O  0.7271  5.6125  22.9044  0.0174  0.0034  0.0302
O  3.6406  7.2266  19.6764  0.0021  -0.0061  -0.0116
O  0.0949  -0.7807  23.0226  -0.0048  0.0023  0.0434
O  0.6956  11.8705  11.9278  -0.026  -0.0197  -0.0277
O  6.3071  5.1716  17.9229  -0.0009  -0.0076  -0.0028
O  8.6932  8.7558  18.9827  -0.0044  0.0017  -0.002
O  4.4356  7.6753  23.2709  0.0059  -0.0027  0.0265
O  -1.6129  7.115  14.272  0.0074  -0.0234  -0.0259
O  0.6809  9.2233  15.4238  0.0016  0.0133  -0.0118
O  -6.097  2.2855  15.3441  -0.0109  -0.001  0.008
O  -5.9716  2.5407  18.1662  0.0001  0.0003  -0.0133
O  7.4775  7.3487  23.7013  0.0011  -0.0037  0.0069
O  10.8961  2.7839  16.974  -0.0047  0.0326  -0.005
O  2.1172  6.5333  16.6696  -0.0165  -0.0012  -0.0163
O  -1.8421  5.3598  23.0488  0.0047  0.001  0.0225
O  3.7414  4.7004  18.9889  0  0.0064  -0.0212
O  6.3798  -3.4385  19.6154  -0.0037  0.0021  -0.0143
O  6.4911  6.4152  12.7451  -0.0033  -0.0324  -0.0027
O  2.6041  -1.464  22.4414  0.0016  0.0039  0.0316
O  4.8978  9.0768  21.1071  0.0026  -0.004  0.0137
O  7.4611  2.9003  22.3807  0.008  -0.0076  0.0299
O  -4.2081  5.3782  21.9059  0.0023  0.0009  0.0191
O  -2.3471  3.9384  17.3653  -0.0023  -0.003  -0.0126
O  3.0908  2.4677  20.1983  -0.0011  -0.0085  -0.0032
O  -2.1606  8.7915  16.2804  0.0041  0.0142  0.0052
O  2.6426  6.7399  12.1022  0.1773  0.1478  -0.1627
O  4.8185  -1.7886  18.3763  -0.0016  0.0016  -0.0144
O  2.8718  7.9967  14.6523  0.0132  -0.0123  -0.005
O  0.5384  -2.6833  13.0948  -0.0235  -0.0035  0.0003
O  9.5908  3.6563  14.8859  0.0005  0.0068  0.0075
O  1.196  1.4043  18.7197  0.0036  0.0054  0.0063
O  -4.1551  11.9548  24.12  0.0095  0.01  0.0319

Results
free energy: -151526.836 eV
free energy less fixed offsets of O -568.88, Si -635.61 eV per atom: -3.026 eV

The program warned: the cutoff lies below the one the program advises for these potential files; the forces do not sum to zero within the program's tolerance; the exchange-correlation potential is rough where the density is thin.
